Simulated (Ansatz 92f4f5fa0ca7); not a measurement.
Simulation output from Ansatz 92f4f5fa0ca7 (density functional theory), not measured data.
Periodic cell of 220 atoms, Si132O88, from a study of silicon, its oxide and their interface. The atomic structure is a simulated model.
Doubt: the cutoff is far below the 930 eV that the study's wrapper takes by default for these files, so forces and energies are approximate.
This geometry differs little from another in the collection (a relaxation step or a small displacement).

Settings
functional: PBE
potential files: Ansatz PAW
basis: plane waves
wave-function cutoff: 580 eV
density cutoff ratio: 5
exchange-correlation grid ratio: 1
k mesh: 1 x 1 x 1, Gamma-centred
self-consistency stop: 5e-08 eV per atom in the density residual
occupations: fixed
spin: none
net charge: 0

Cell vectors (angstrom)
a  10.938  0  0
b  0  10.938  0
c  0  0  32.136

Atoms: element, x, y, z (angstrom)
Si  0.2029  -0.1539  24.481
Si  5.5991  -0.3256  24.7349
Si  2.5256  3.0277  24.4457
Si  8.0912  2.9545  25.0352
Si  0.0513  5.106  24.6512
Si  5.8254  5.1305  24.6173
Si  2.4589  8.4996  24.5782
Si  7.998  8.5799  24.756
Si  1.4111  1.3967  25.8275
Si  6.757  1.3174  26.0186
Si  4.0702  4.1485  25.8876
Si  9.6258  4.1174  26.2901
Si  1.277  6.8356  25.8176
Si  6.8588  6.8469  25.9228
Si  4.0363  9.4984  26.0593
Si  9.5927  9.7154  26.0059
Si  2.7236  0.0406  27.3279
Si  8.1895  0.0483  27.3902
Si  0.0779  2.6471  27.3938
Si  5.4011  2.7489  27.3283
Si  2.7038  5.5281  27.278
Si  8.1858  5.5462  27.4122
Si  -0.024  8.2074  27.3032
Si  5.4632  8.1499  27.3554
Si  4.1018  1.3673  28.7178
Si  9.5708  1.3673  28.7178
Si  1.3673  4.1018  28.7178
Si  6.8362  4.1018  28.7178
Si  4.1018  6.8362  28.7178
Si  9.5708  6.8362  28.7178
Si  1.3673  9.5708  28.7178
Si  6.8362  9.5708  28.7178
Si  0  0  30.085
Si  5.469  0  30.085
Si  2.7345  2.7345  30.085
Si  8.2035  2.7345  30.085
Si  0  5.469  30.085
Si  5.469  5.469  30.085
Si  2.7345  8.2035  30.085
Si  8.2035  8.2035  30.085
Si  1.3673  1.3673  31.4523
Si  6.8362  1.3673  31.4523
Si  4.1018  4.1018  31.4523
Si  9.5708  4.1018  31.4523
Si  1.3673  6.8362  31.4523
Si  6.8362  6.8362  31.4523
Si  4.1018  9.5708  31.4523
Si  9.5708  9.5708  31.4523
Si  2.7345  0  0.6835
Si  8.2035  0  0.6835
Si  0  2.7345  0.6835
Si  5.469  2.7345  0.6835
Si  2.7345  5.469  0.6835
Si  8.2035  5.469  0.6835
Si  0  8.2035  0.6835
Si  5.469  8.2035  0.6835
Si  4.1018  1.3673  2.0507
Si  9.5708  1.3673  2.0507
Si  1.3673  4.1018  2.0507
Si  6.8362  4.1018  2.0507
Si  4.1018  6.8362  2.0507
Si  9.5708  6.8362  2.0507
Si  1.3673  9.5708  2.0507
Si  6.8362  9.5708  2.0507
Si  0  0  3.418
Si  5.469  0  3.418
Si  2.7345  2.7345  3.418
Si  8.2035  2.7345  3.418
Si  0  5.469  3.418
Si  5.469  5.469  3.418
Si  2.7345  8.2035  3.418
Si  8.2035  8.2035  3.418
Si  1.3  1.4381  4.7078
Si  6.8582  1.344  4.8222
Si  4.1375  4.0752  4.8667
Si  9.5843  4.0876  4.7997
Si  1.3828  6.8529  4.8314
Si  6.8552  6.7898  4.7261
Si  4.0937  9.545  4.7452
Si  9.5582  9.571  4.7868
Si  2.6052  -0.0398  5.921
Si  8.2111  -0.0132  6.2125
Si  -0.0566  2.6948  6.207
Si  5.4804  2.5889  6.2767
Si  2.7343  5.5204  6.2796
Si  8.1612  5.4095  6.1216
Si  -0.0554  8.1703  6.1662
Si  5.4601  8.1338  6.0674
Si  3.7084  1.3576  7.4215
Si  9.7448  1.1328  7.6198
Si  1.6506  3.7673  7.4299
Si  6.7004  4.2013  7.5255
Si  4.4984  6.5587  7.5702
Si  9.2672  7.0218  7.43
Si  1.0914  9.8449  7.3374
Si  7.0163  9.2477  7.3674
O  1.2589  4.0795  24.0439
O  6.7908  9.5827  24.1893
O  2.9823  2.8142  7.3983
O  8.1493  8.1659  7.8791
O  5.5779  5.3905  7.9542
O  0.0135  0.008  7.9738
O  5.3776  5.4755  23.0698
O  10.5313  0.4796  23.0439
O  2.1515  9.3728  8.5397
O  1.3974  3.8528  9.0426
O  9.0611  1.7612  8.9171
O  7.7707  9.7416  12.1723
O  3.3662  0.7867  8.9623
O  4.3569  7.3888  9.3222
O  7.5335  3.6377  8.7748
O  9.8614  6.4263  8.8418
O  3.3604  2.436  23.1038
O  4.6666  0.1614  23.4704
O  9.1981  2.4814  23.9345
O  9.8189  5.5579  23.5351
O  19.8927  8.1087  23.4964
O  3.3212  7.9546  23.2783
O  6.9964  3.9924  24.3747
O  1.3299  9.6242  24.0619
Si  3.9392  6.4261  10.7739
Si  9.3115  4.1551  14.5971
Si  7.4828  8.1757  11.9192
Si  4.2251  1.245  22.3347
Si  17.32  3.7438  14.1429
Si  2.7559  -0.4961  20.1106
Si  7.214  4.1122  19.4132
Si  14.0862  6.5684  16.442
Si  2.2025  4.0767  10.4625
Si  5.7792  16.1305  16.6703
Si  3.8293  9.6826  17.2491
Si  10.4404  4.231  11.673
Si  10.99  6.4355  16.0946
Si  8.1322  1.4985  14.5795
Si  2.7713  10.3784  9.6893
Si  9.1373  6.7535  22.6132
Si  11.19  -1.273  11.2159
Si  3.6186  -3.2849  13.7364
Si  5.2503  8.8033  9.8668
Si  9.5835  1.7438  22.5565
Si  11.9796  -0.4871  16.5723
Si  8.0305  2.6495  10.0825
Si  -0.3593  8.1906  18.4111
Si  11.7729  -2.1082  14.1662
Si  5.1782  3.8567  11.3355
Si  6.0459  6.0416  21.6853
Si  6.5032  7.6798  14.6946
Si  11.5843  6.4676  20.6801
Si  11.1208  1.03  18.802
Si  14.2527  7.6546  21.6644
Si  6.9927  1.3208  20.751
Si  10.0129  7.0161  10.3629
Si  -0.6135  3.6449  20.1559
Si  8.4869  -0.6991  19.1024
Si  6.9025  10.1379  16.3723
Si  8.6149  0.1792  11.8871
O  13.394  8.7644  13.9574
O  7.7328  -1.025  17.7273
O  6.0775  8.1422  11.0665
O  1.6224  10.4912  10.8392
O  5.1905  -5.5038  10.8291
O  10.0705  7.123  17.2763
O  6.2863  4.9223  20.5118
O  6.8087  13.1316  13.924
O  3.6288  7.2294  12.1498
O  2.5601  5.6953  10.354
O  7.7851  4.6379  14.1712
O  11.4695  -1.6409  17.6126
O  10.217  4.0895  13.2687
O  0.7  7.4228  19.3723
O  6.9899  2.486  19.5835
O  12.5127  6.1426  16.7033
O  17.3066  6.4985  15.8295
O  13.059  6.5454  21.3985
O  3.2971  0.6056  21.1753
O  1.0435  3.6482  11.5172
O  7.2575  -0.1769  20.0874
O  8.1842  1.347  21.8568
O  -1.5741  8.8467  19.3186
O  2.8018  9.0009  20.8869
O  12.2352  0.1514  19.6621
O  6.1055  9.5794  8.7404
O  8.5785  7.4705  10.9738
O  8.9514  0.7441  13.3944
O  7.5247  11.4916  15.7467
O  6.5525  3.1697  10.9151
O  2.6647  -0.4432  16.4498
O  3.6355  14.2755  10.8597
O  -6.6945  5.5646  17.1559
O  11.1764  7.4573  14.8226
O  4.0659  9.7242  10.4411
O  3.5208  8.0742  17.0242
O  10.1238  5.1239  15.6445
O  10.3104  2.8126  21.5718
O  5.2793  14.999  12.9839
O  4.8514  7.135  21.23
O  11.0502  2.631  19.0994
O  9.1113  2.6498  15.2442
O  3.721  -0.7602  18.8112
O  5.6147  1.6422  21.5709
O  5.2945  10.1309  16.6869
O  7.8145  1.1971  10.9494
O  9.6064  0.4907  19.1227
O  17.6661  4.7128  17.947
O  7.6122  6.4981  22.0237
O  -5.8786  -2.6783  14.1698
O  7.3161  -3.6092  13.3099
O  11.3914  -0.8156  15.0938
O  10.2913  7.0404  21.5096
O  9.2475  3.52  10.8561
O  8.848  -6.6865  19.6893
O  0.505  11.8541  17.1972
O  16.6249  3.9553  15.6137
O  11.1231  -1.8903  12.7165
O  11.3283  4.9064  20.3211
O  0.0458  8.3411  10.2612
O  10.5869  5.8242  11.2873
O  9.9962  -0.1991  11.1042
O  14.2711  6.439  14.7992
O  7.2863  8.9119  15.3843

Results
free energy: -133958.048 eV
free energy less fixed offsets of O -568.88, Si -635.61 eV per atom: 3.912 eV

Forces (eV/angstrom), in the order of the atoms: element, x, y, z
Si  -0.004  -0.0027  -0.0115
Si  0.011  0.0163  0.0454
Si  0.0128  0.0013  0.0372
Si  -0.0088  -0.0084  0.0923
Si  0.0113  0.0159  0.0317
Si  -0.009  0.0196  0.069
Si  -0.0005  -0.0133  0.0224
Si  -0.0002  -0.0083  0.036
Si  -0.0016  0.0079  -0.0204
Si  -0.0017  -0.0021  -0.0277
Si  0.0112  -0.0002  -0.0138
Si  -0.0131  -0.0027  -0.0191
Si  0.0019  -0.0068  -0.0286
Si  0.0051  -0.0003  -0.0288
Si  0.0034  -0.0085  -0.0201
Si  0.0029  -0.0055  -0.0166
Si  -0.0028  0.0055  0.0105
Si  -0.0069  -0.0034  0.0038
Si  0.0019  -0.0112  0.0024
Si  0.0059  0.0124  0.0022
Si  -0.0034  -0.0037  -0.0113
Si  -0.0094  -0.0023  0.0144
Si  -0.008  -0.0028  0.0004
Si  0.0087  -0.0001  -0.0005
Si  -0.2124  0.1194  0.081
Si  0.1268  -0.0121  0.4569
Si  0.3861  0.0432  -0.173
Si  -0.2541  0.0322  -0.1638
Si  -0.1828  -0.2256  0.0421
Si  0.0896  0.5508  0.3385
Si  -0.0783  0.0412  -0.3652
Si  0.0025  -0.2002  -0.0748
Si  -0.1399  -0.1108  0.0329
Si  -0.013  -0.0052  -0.059
Si  0.1208  0.0853  0.0315
Si  0.1052  0.0474  -0.0352
Si  -0.0312  -0.003  -0.0652
Si  -0.0977  -0.1343  0.0197
Si  0.0346  0.0361  -0.0524
Si  0.1148  0.0413  0.0492
Si  -0.0124  0.0457  -0.0472
Si  -0.008  -0.0473  -0.0291
Si  -0.0056  -0.04  0.0174
Si  -0.0425  0.0339  -0.0051
Si  0.0244  -0.0042  -0.0302
Si  0.0063  0.0345  -0.0386
Si  -0.0071  -0.0002  -0.0083
Si  -0.0383  0.0162  0.0205
Si  -0.0198  0.0053  0.0197
Si  0.0265  0.0456  0.0055
Si  -0.0229  -0.0412  0.0345
Si  0.0354  0.0136  0.0131
Si  -0.0094  0.0037  -0.007
Si  0.0169  -0.042  0.0286
Si  -0.0293  -0.0098  0.0068
Si  0.0174  -0.0082  0.0363
Si  0.0111  0.021  0.0545
Si  -0.0866  -0.0719  -0.0285
Si  0.1217  0.0735  -0.0197
Si  -0.0499  -0.0468  0.0265
Si  -0.1136  -0.082  0.0069
Si  -0.0016  0.0528  0.033
Si  -0.0216  -0.0108  0.029
Si  -0.0004  -0.0056  -0.0221
Si  -0.2888  -0.0118  -0.2799
Si  0.2362  -0.0043  0.1044
Si  0.1354  0.5287  -0.0172
Si  0.0508  -0.0666  0.1566
Si  0.2057  -0.0382  0.2953
Si  -0.192  -0.4275  -0.0963
Si  -0.0987  -0.2052  -0.1836
Si  0.0495  0.1262  -0.183
Si  -0.026  -0.0089  0.0091
Si  0.0045  0.0134  0.0051
Si  -0.0063  0.0016  0.0373
Si  -0.0058  0.0049  -0.0078
Si  -0.007  -0.0001  -0.0002
Si  -0.0043  -0.0097  0.0104
Si  0.0017  -0.0042  -0.0152
Si  -0.007  0.0007  0.0102
Si  0.0511  0.0227  0.0882
Si  0.0108  -0.0047  0.0079
Si  0.0176  -0.0325  0.0047
Si  0.0466  0.0034  0.0047
Si  -0.0028  -0.0488  0.0058
Si  -0.008  0.026  0.0226
Si  0.025  0.0221  0.0186
Si  -0.0068  -0.0149  0.055
Si  0.0563  -0.1267  -0.0071
Si  0.0121  -0.0205  -0.0215
Si  -0.0125  0.1469  -0.0343
Si  -0.0305  0.0016  -0.1124
Si  0.041  0.0231  -0.1914
Si  0.0005  0.0029  -0.0358
Si  -0.0462  -0.0112  -0.0681
Si  0.0066  0.0013  -0.0838
O  0.0015  0.0073  -0.0005
O  0.005  -0.0077  -0.0072
O  -0.1357  0.0854  -0.0847
O  0.0054  -0.0128  0.0321
O  -0.0639  -0.0105  0.1003
O  0.0233  0.0028  -0.0017
O  -0.0182  0.0074  -0.0228
O  0.0205  -0.0231  -0.0037
O  0.0253  -0.0291  0.0368
O  0.1311  -0.0333  0.1834
O  -0.0975  0.0551  0.1341
O  -0.022  -0.0163  0.0001
O  0.0416  0.0054  0.0698
O  0.0049  -0.0703  0.0659
O  -0.0693  0.0516  -0.1922
O  -0.0064  -0.0062  0.0188
O  -0.0164  0.0064  -0.0099
O  -0.007  -0.0025  -0.0225
O  0.0432  -0.0116  0.0029
O  0.0055  -0.0081  -0.0263
O  0.0001  -0.0023  -0.0128
O  -0.0051  0.0085  -0.0041
O  -0.0138  0.0155  -0.0647
O  0.006  -0.0015  0.026
Si  -0.1098  -0.0107  0.0532
Si  -0.0588  -0.0184  -0.0102
Si  0.0786  -0.0051  0.0171
Si  0.0056  0.0004  0.0202
Si  -0.0491  -0.0532  -0.1855
Si  -0.0087  -0.0019  0.0153
Si  0.0078  -0.0079  0.0125
Si  -0.0027  -0.0047  0.0287
Si  -0.2197  -0.0301  -0.1082
Si  -0.0014  -0.0135  0.0125
Si  0.0033  -0.0003  0.0191
Si  0.0551  0.0252  0.0288
Si  -0.0165  -0.0105  0.0153
Si  -0.0286  0.0234  -0.0116
Si  -0.0736  0.0076  -0.057
Si  0.0126  0.0001  0.0203
Si  -0.0499  0.0086  -0.0192
Si  -0.0059  0.0174  0.0571
Si  0.1066  0.1127  0.028
Si  -0.0014  -0.0091  0.0012
Si  -0.0023  0.0032  0.0205
Si  0.2211  -0.0262  0.2799
Si  -0.0044  0.004  0.0169
Si  -0.0149  -0.0022  0.016
Si  0.5679  0.3294  0.5703
Si  0.0036  -0.0057  0.0125
Si  0.0116  -0.0056  0.034
Si  0.0043  -0.0088  0.0096
Si  -0.0054  -0.002  0.0209
Si  -0.0081  0.0028  0.0093
Si  0.0113  -0.0053  0.0069
Si  -0.0015  0.0134  -0.0254
Si  -0.0028  0.0013  0.014
Si  0.0013  -0.0007  0.0062
Si  0.0344  0.0287  0.0294
Si  0.0167  -0.0135  0.0007
O  0.0213  -0.0112  -0.0119
O  0.0028  -0.0005  -0.0009
O  -0.086  -0.0286  -0.0645
O  0.0425  0.0055  -0.0028
O  0.022  -0.0107  -0.0546
O  0.0022  0.0024  -0.0111
O  -0.0061  0.0122  0.0017
O  -0.0015  -0.0269  0.0458
O  0.0196  -0.0259  -0.0815
O  0.0199  -0.0908  0.0168
O  0.0149  0.0112  0.0277
O  0.0008  -0.0041  -0.0088
O  -0.0019  0.005  -0.004
O  0.0068  -0.0069  -0.0049
O  -0.0014  -0.0071  -0.0085
O  0.003  -0.0031  -0.0155
O  0.0019  0.0092  -0.0215
O  0.0083  -0.0003  -0.0117
O  0.0061  0.0083  -0.0052
O  0.1133  0.0411  -0.0224
O  -0.0012  0.0019  -0.0127
O  -0.0026  -0.0008  -0.0222
O  -0.003  0.012  -0.021
O  0.006  -0.0108  -0.0084
O  0.0116  -0.0075  -0.0124
O  -0.0451  -0.0307  0.0505
O  -0.0061  -0.0038  0.01
O  -0.0086  -0.0116  -0.0227
O  -0.0081  -0.0312  0.0083
O  -0.622  -0.0792  -0.4371
O  0.0061  0.0016  -0.0131
O  0.4435  -0.0271  0.0006
O  -0.0087  0.0092  -0.0084
O  0.0051  0.0052  -0.0117
O  0.0135  -0.06  0.0086
O  -0.0042  -0.0054  -0.012
O  0.0023  0.0195  -0.0039
O  0.0043  0.0044  -0.0192
O  -0.2365  0.0289  0.1166
O  -0.0028  0.0028  -0.0124
O  0.0006  0.0018  -0.0126
O  -0.0006  0.0057  -0.008
O  -0.0022  0.0014  -0.0053
O  -0.014  0.002  -0.0058
O  -0.006  -0.0039  -0.0093
O  0.0387  -0.0764  -0.0581
O  -0.004  -0.0093  -0.0201
O  0.0038  0.0004  -0.0061
O  0.0141  0.0008  -0.0094
O  -0.0194  -0.0085  -0.0196
O  -0.0009  -0.0054  -0.0143
O  0.0079  -0.0054  -0.0061
O  -0.015  0.0001  -0.0021
O  -0.1021  -0.085  -0.1076
O  0.0043  -0.0017  -0.0149
O  0.0057  -0.0002  -0.0094
O  -0.011  0.008  -0.0126
O  0.0015  0.0022  -0.005
O  0.0064  0.0083  -0.0111
O  0.0065  0.0012  0.0173
O  0.0207  -0.0079  0.0214
O  0.0173  -0.0168  0.0026
O  0.0044  0.0041  -0.0229
O  -0.0003  0.0026  -0.0078

The program warned: the cutoff lies below the one the program advises for these potential files; the forces do not sum to zero within the program's tolerance; the exchange-correlation potential is rough where the density is thin.
